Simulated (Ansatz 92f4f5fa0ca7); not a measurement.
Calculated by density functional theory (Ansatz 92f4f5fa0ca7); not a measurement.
Periodic cell of 282 atoms, Si194O88, from a study of silicon, its oxide and their interface. The atomic structure is a simulated model.
Doubt: the cutoff is far below the 930 eV that the study's wrapper takes by default for these files, so forces and energies are approximate.

Settings: functional PBE; potential files Ansatz PAW; basis plane waves; wave-function cutoff 580 eV; density cutoff ratio 5; exchange-correlation grid ratio 1; k mesh 1 x 1 x 1, Gamma-centred; self-consistency stop 5e-08 eV per atom in the density residual; occupations fixed; spin none; net charge 0.

Cell vectors (angstrom)
a  11.6015  0  0
b  0  10.938  0
c  0  0  40.3382

Atoms: element, x, y, z (angstrom)
Si  0  0  0.9665
Si  3.8672  0  0.9665
Si  7.7343  0  0.9665
Si  1.9336  1.3673  0.9665
Si  5.8008  1.3673  0.9665
Si  9.6679  1.3673  0.9665
Si  0  5.469  0.9665
Si  3.8672  5.469  0.9665
Si  7.7343  5.469  0.9665
Si  1.9336  6.8362  0.9665
Si  5.8008  6.8362  0.9665
Si  9.6679  6.8362  0.9665
Si  1.9336  2.7345  39.3711
Si  5.8008  2.7345  39.3711
Si  9.6679  2.7345  39.3711
Si  0  4.1018  39.3711
Si  3.8672  4.1018  39.3711
Si  7.7343  4.1018  39.3711
Si  1.9336  8.2035  39.3711
Si  5.8008  8.2035  39.3711
Si  9.6679  8.2035  39.3711
Si  0  9.5708  39.3711
Si  3.8672  9.5708  39.3711
Si  7.7343  9.5708  39.3711
Si  0  0  4.8337
Si  3.8672  0  4.8337
Si  7.7343  0  4.8337
Si  1.9336  1.3673  4.8337
Si  5.8008  1.3673  4.8337
Si  9.6679  1.3673  4.8337
Si  0  5.469  4.8337
Si  3.8672  5.469  4.8337
Si  7.7343  5.469  4.8337
Si  1.9336  6.8362  4.8337
Si  5.8008  6.8362  4.8337
Si  9.6679  6.8362  4.8337
Si  1.9336  2.7345  2.9001
Si  5.8008  2.7345  2.9001
Si  9.6679  2.7345  2.9001
Si  0  4.1018  2.9001
Si  3.8672  4.1018  2.9001
Si  7.7343  4.1018  2.9001
Si  1.9336  8.2035  2.9001
Si  5.8008  8.2035  2.9001
Si  9.6679  8.2035  2.9001
Si  0  9.5708  2.9001
Si  3.8672  9.5708  2.9001
Si  7.7343  9.5708  2.9001
Si  0.349  -0.0291  29.5193
Si  3.9677  -0.1064  29.7336
Si  7.9125  0.0213  29.5545
Si  2.2005  1.3978  29.6092
Si  5.9041  1.2644  29.6156
Si  9.9174  1.2479  29.5254
Si  -0.0173  5.5219  29.5514
Si  4.1399  5.6671  29.7844
Si  8.0132  5.4421  30.0653
Si  2.0447  6.7256  29.5637
Si  6.1843  6.8633  29.644
Si  9.7649  6.9534  29.8711
Si  2.0981  2.8468  31.4802
Si  5.8947  2.6539  31.5918
Si  9.8506  2.6038  31.5621
Si  0.0928  4.1466  31.5039
Si  4.0595  4.2056  31.6612
Si  7.88  3.9549  31.8073
Si  2.0378  8.0979  31.5638
Si  6.0108  8.2069  31.5973
Si  9.8321  8.3483  31.7056
Si  0.2059  9.6347  31.5502
Si  4.0037  9.4765  31.6427
Si  7.8771  9.6937  31.6075
Si  0.1465  0.0107  33.5382
Si  3.9401  -0.0282  33.553
Si  7.8285  0.0349  33.5933
Si  2.0509  1.4216  33.4687
Si  5.8641  1.357  33.5758
Si  9.8002  1.3531  33.5735
Si  0.0689  5.4472  33.5264
Si  3.9735  5.4752  33.6298
Si  7.8397  5.4415  33.6376
Si  2.0116  6.8157  33.5653
Si  5.9222  6.8399  33.5637
Si  9.7583  6.8601  33.5753
Si  1.9878  2.725  35.4765
Si  5.8478  2.7292  35.5103
Si  9.7316  2.729  35.5044
Si  0.0554  4.1016  35.49
Si  3.9193  4.0908  35.5318
Si  7.7911  4.0778  35.5483
Si  1.9779  8.1962  35.4981
Si  5.8542  8.2097  35.5022
Si  9.7318  8.2134  35.5143
Si  0.0656  9.5844  35.4903
Si  3.9069  9.5665  35.5067
Si  7.7915  9.5736  35.5071
Si  0  0  37.4375
Si  3.8672  0  37.4375
Si  7.7343  0  37.4375
Si  1.9336  1.3673  37.4375
Si  5.8008  1.3673  37.4375
Si  9.6679  1.3673  37.4375
Si  0  5.469  37.4375
Si  3.8672  5.469  37.4375
Si  7.7343  5.469  37.4375
Si  1.9336  6.8362  37.4375
Si  5.8008  6.8362  37.4375
Si  9.6679  6.8362  37.4375
Si  1.8718  2.7351  6.7699
Si  5.7574  2.7315  6.767
Si  9.6096  2.7307  6.7799
Si  -0.0669  4.1037  6.7571
Si  3.8191  4.0947  6.7634
Si  7.6833  4.1118  6.788
Si  1.8773  8.2081  6.7555
Si  5.7563  8.2074  6.7637
Si  9.6049  8.1872  6.8094
Si  -0.0628  9.5581  6.7456
Si  3.8148  9.5648  6.7533
Si  7.6865  9.576  6.7811
Si  -0.1078  -0.0393  8.6843
Si  3.7563  0.002  8.6759
Si  7.6577  -0.0187  8.7442
Si  1.8237  1.3765  8.7203
Si  5.7061  1.3568  8.6997
Si  9.5812  1.3647  8.7286
Si  -0.1399  5.4955  8.6675
Si  3.788  5.4941  8.6766
Si  7.6344  5.4529  8.7613
Si  1.834  6.817  8.6691
Si  5.7194  6.8662  8.7177
Si  9.5337  6.8677  8.8182
Si  1.7846  2.8687  10.5982
Si  5.6032  2.76  10.6145
Si  9.52  2.65  10.7327
Si  -0.1944  4.1429  10.5985
Si  3.738  4.2207  10.6597
Si  7.5971  4.06  10.7258
Si  1.8166  8.1025  10.6513
Si  5.6676  8.2912  10.6355
Si  9.4784  8.0993  10.9331
Si  -0.171  9.4104  10.5328
Si  3.6752  9.6127  10.6212
Si  7.6207  9.6324  10.7637
Si  -0.142  -0.0873  12.3223
Si  3.4829  0.1278  12.4886
Si  7.4026  0.1484  12.6643
Si  1.5729  1.4838  12.4467
Si  5.4512  1.4323  12.5578
Si  9.5508  1.2389  12.7023
Si  -0.1182  5.4129  12.5849
Si  3.8582  5.569  12.6393
Si  7.4815  5.3421  12.7247
Si  1.8244  6.7603  12.647
Si  5.7825  6.9281  12.5221
Si  9.5055  6.5893  12.9588
O  -4.0326  -15.8455  25.3412
O  8.1592  2.6602  20.1884
O  0.9208  -3.6075  25.2486
O  11.7789  5.9723  23.0628
O  6.7775  10.3466  14.0362
O  1.1615  13.0413  13.976
O  6.1095  7.7839  13.9329
O  5.427  2.2664  14.0095
O  1.8219  7.7344  14.0223
O  6.4037  -10.0858  24.9456
O  10.0233  2.1379  14.05
O  3.9365  -1.7357  18.3189
O  7.234  -9.7042  22.3167
O  2.4513  9.224  26.074
O  4.2779  4.4748  28.6551
O  -0.5578  4.6504  28.1867
O  -1.6787  13.1739  28.1608
O  12.4614  -0.9626  28.1806
O  3.5845  9.8957  28.3726
O  7.0417  3.5916  24.6286
O  6.6647  7.6651  28.2215
O  2.5177  1.8836  28.0108
O  9.3615  7.7541  28.4427
O  7.9182  10.0059  28.168
Si  13.4057  4.332  19.4586
Si  19.3836  -8.2512  21.7582
Si  -7.437  -10.9356  21.7273
Si  12.9732  15.9953  22.3852
Si  -17.8145  8.0676  21.1945
Si  2.5635  -12.2667  19.0827
Si  10.5326  -11.4896  21.3907
Si  8.0433  19.3784  27.7419
Si  5.5753  3.3613  17.7249
Si  -7.1822  -4.9503  18.8505
Si  26.201  -19.7591  26.4769
Si  -14.6996  13.5318  18.5964
Si  12.009  -1.6109  16.9536
Si  4.99  8.3767  17.4206
Si  4.8612  12.0629  24.4583
Si  23.1724  6.1499  24.6953
Si  -23.7877  -6.8958  17.3071
Si  33.0478  -22.107  18.3731
Si  5.4541  3.8014  14.566
Si  8.6309  -14.6673  25.0353
Si  -7.5581  -4.5552  23.425
Si  -15.7482  0.4375  23.7605
Si  3.5589  -42.0946  19.4121
Si  7.964  -2.4956  17.395
Si  -4.0667  4.5063  25.8834
Si  12.3462  14.2299  24.6221
Si  9.6484  3.818  27.897
Si  -1.5321  -4.0678  16.1702
Si  19.6028  8.7559  22.448
Si  11.415  13.8224  14.5143
Si  1.7089  20.2778  14.2824
Si  -6.445  -7.3159  27.6173
Si  -20.9262  -2.8005  24.8779
Si  13.3978  -23.3646  21.9404
Si  9.9533  -20.1016  23.3691
Si  2.2471  -1.732  27.7115
Si  5.8444  -7.1341  23.5386
Si  29.6273  9.0364  14.915
O  -0.1165  4.3918  13.9045
O  -3.8511  -1.9634  15.8694
O  -0.9032  -16.4412  16.5503
O  4.4711  -4.1192  17.4285
O  8.8479  -1.5144  18.3316
O  2.3684  -13.0676  20.5273
O  14.4148  5.8078  22.5154
O  2.5369  -18.9808  19.6924
O  6.5849  -18.1035  22.0641
O  4.6018  -8.8102  18.2296
O  8.9521  1.0966  18.1608
O  4.8857  -1.3059  21.0307
O  11.0408  -30.4411  24.3815
O  -27.5655  9.8083  23.4245
O  -1.4924  -15.3074  25.2015
O  29.7004  -13.543  18.1022
O  7.1431  -8.0017  17.7903
O  1.6937  -19.4257  25.5965
O  -6.4657  -1.8617  15.9495
O  17.3298  2.237  28.2581
O  8.7729  -14.8418  17.187
O  36.9627  18.5804  28.1686
O  3.5125  -25.7625  24.8221
O  0.3079  9.8865  13.6227
O  4.7601  35.4153  23.7422
O  4.9261  -14.8879  20.0504
O  16.2669  -10.8872  23.2614
O  -2.6419  0.8208  24.2638
O  -0.986  -10.0868  22.2031
O  4.1482  4.618  13.9965
O  2.1706  -35.01  23.3582
O  13.0497  3.6269  23.1825
O  2.6578  0.3212  19.0716
O  0.6977  -17.6632  18.2861
O  11.3855  2.9509  16.1498
O  24.7543  -23.1509  15.8643
O  14.4892  16.4318  19.0945
O  2.5241  10.9084  21.9187
O  8.553  -14.2543  23.4647
O  -1.8831  3.603  18.2038
O  -2.5981  3.9972  26.3915
O  -4.582  -2.8334  21.3208
O  5.2686  3.7532  16.1839
O  6.8717  4.5001  14.0831
O  14.6845  10.0733  13.7873
O  -7.8102  0.91  25.6725
O  -2.4541  -40.7564  22.618
O  -0.4185  7.9974  16.5488
O  22.2036  -0.195  19.8088
O  10.9563  -0.3705  17.1813
O  0.364  4.7047  25.3505
O  5.0875  -16.6728  23.7693
O  8.4683  4.3544  28.8812
O  21.2899  7.0468  14.5896
O  -14.0071  -12.3537  21.6708
O  -10.5648  -17.0945  20.8275
O  8.3129  8.3941  26.1119
O  4.4464  1.2941  20.7563
O  12.8264  -1.8504  18.331
O  -18.3946  7.5418  22.6097
O  6.3933  26.3542  27.0372
O  23.3906  -45.2071  21.8521
O  4.0812  -7.6045  26.4273
O  16.961  15.5976  18.7098

Results
free energy: -173369.203 eV
free energy less fixed offsets of O -568.88, Si -635.61 eV per atom: 0.577 eV

Forces (eV/angstrom), in the order of the atoms: element, x, y, z
Si  -0.0046  0.0315  -0.0122
Si  0.0058  0.0281  -0.0049
Si  -0.0005  0.0481  0.0024
Si  -0.0002  -0.0642  -0.0079
Si  0.0014  -0.0399  -0.0009
Si  -0.0008  -0.0517  0.0025
Si  0.0074  0.0434  -0.0027
Si  -0.0043  0.0192  0.0058
Si  -0.0038  0.0226  0.0196
Si  0.0039  -0.0431  -0.0047
Si  -0.0031  -0.0452  -0.0001
Si  -0.0012  -0.0682  0.0132
Si  0.0228  0.0778  -0.0201
Si  0.008  0.039  -0.001
Si  0.0169  0.049  -0.0025
Si  0.0059  -0.0497  -0.015
Si  0.0202  0.0037  0.0179
Si  0.0207  0.0246  0.0395
Si  0.0165  0.0434  -0.0082
Si  0.021  0.0364  -0.0029
Si  0.0135  0.0294  0.0178
Si  0.0236  -0.0486  -0.0186
Si  0.0117  -0.0225  0.0027
Si  0.0138  -0.0388  0.0013
Si  -0.0898  0.024  -0.0802
Si  -0.0325  0.0454  -0.0464
Si  -0.031  0.0533  0.083
Si  -0.0596  -0.0449  0.032
Si  -0.0169  -0.0504  -0.0014
Si  -0.0731  -0.0361  0.0592
Si  -0.0627  0.0569  -0.0585
Si  -0.0465  0.0162  0.0013
Si  -0.0343  0.0309  0.093
Si  -0.0453  -0.0758  -0.0203
Si  -0.0302  -0.0469  0.0167
Si  -0.0677  -0.0775  0.2188
Si  -0.0155  0.0429  -0.0029
Si  -0.0199  0.0333  0.0002
Si  -0.0148  0.0525  0.0161
Si  -0.0213  -0.0251  -0.0137
Si  -0.0085  -0.0153  -0.0022
Si  -0.0175  -0.0425  0.0148
Si  -0.0151  0.0295  -0.0074
Si  -0.0174  0.0316  -0.0072
Si  -0.0167  0.0944  0.0304
Si  -0.0133  -0.0019  -0.0164
Si  -0.0207  -0.0113  -0.0086
Si  -0.0163  -0.0534  0.0202
Si  0.1065  -0.1418  -0.2934
Si  -0.1173  -0.2856  -0.1436
Si  0.0154  -0.326  -0.1964
Si  0.2088  0.1586  -0.3201
Si  -0.0691  0.3044  -0.342
Si  -0.0175  0.2481  -0.3045
Si  -0.2181  -0.2728  -0.3764
Si  0.0555  -0.3615  -0.0467
Si  0.0971  -0.356  -0.0304
Si  0.1612  0.3276  -0.2603
Si  0.0623  0.2195  -0.2877
Si  -0.171  0.3672  -0.0576
Si  -0.0363  0.3063  0.158
Si  0.0255  0.223  0.205
Si  0.0023  0.2767  0.0596
Si  0.0231  -0.2403  0.2816
Si  -0.0624  -0.1555  0.1594
Si  -0.0762  -0.2074  0.0827
Si  -0.0089  0.2211  0.0913
Si  0.0283  0.1625  0.1466
Si  -0.0722  0.1553  0.0963
Si  -0.0155  -0.1842  0.2331
Si  -0.0091  -0.1959  0.0472
Si  -0.0305  -0.2263  0.0633
Si  -0.0014  0.1196  -0.1075
Si  0.0048  0.0576  -0.0525
Si  0.0014  0.119  -0.1656
Si  -0.0086  -0.0443  -0.0383
Si  0.0032  -0.1075  -0.0939
Si  0.005  -0.1179  -0.1306
Si  0.0378  0.1267  -0.0823
Si  0.0104  0.1472  -0.0795
Si  -0.0128  0.0534  0.0541
Si  -0.0329  -0.1488  -0.1135
Si  -0.0398  -0.1195  -0.063
Si  0.0548  -0.0986  -0.0524
Si  0.0297  0.0518  -0.0896
Si  -0.0272  0.029  -0.0651
Si  0.0599  0.0304  -0.0193
Si  -0.0095  -0.0069  -0.0512
Si  -0.0084  0.0293  0.0022
Si  0.0252  0.0557  -0.0538
Si  0.0034  0.0054  -0.0105
Si  0.0461  0.0366  -0.0726
Si  -0.023  0.0217  -0.0564
Si  0.0572  -0.0516  -0.0549
Si  -0.0029  -0.0119  -0.0612
Si  -0.0094  -0.0432  -0.0323
Si  0.0561  0.0614  -0.0406
Si  0.031  0.0239  0.0036
Si  0.0548  0.0723  0.0101
Si  0.0315  -0.0609  -0.1507
Si  0.0417  -0.1021  0.0249
Si  0.0719  -0.0921  -0.0089
Si  0.0765  0.033  -0.0954
Si  0.0303  0.0479  0.1227
Si  0.041  0.0253  0.1899
Si  0.0322  -0.0663  -0.0261
Si  0.0326  -0.0397  -0.0476
Si  0.0779  -0.0278  0.026
Si  -0.0229  0.0424  0.0762
Si  -0.014  0.0038  0.0182
Si  0.0005  0.0044  0.0346
Si  -0.0175  -0.0342  0.013
Si  0.0168  -0.0315  0.0778
Si  -0.0241  -0.0335  0.0582
Si  -0.0393  0.0274  0.0509
Si  0.0349  0.0189  0.0491
Si  -0.0649  0.0895  0.0888
Si  0.0035  0.0447  0.017
Si  -0.0194  0.0028  0.0537
Si  -0.0047  -0.0157  0.0109
Si  0.0106  0.0756  -0.0339
Si  0.0061  0.1118  0.007
Si  0.0254  0.1678  0.094
Si  0.0164  -0.0856  0.0527
Si  0.0252  -0.1058  0.1097
Si  -0.0511  -0.1382  0.0338
Si  -0.023  0.1127  0.1828
Si  -0.0556  0.1142  0.0685
Si  0.0242  0.069  0.1062
Si  0.0336  -0.0901  0.0955
Si  -0.0098  -0.0575  0.0466
Si  -0.0395  -0.1586  0.1077
Si  -0.0659  0.1575  -0.0809
Si  -0.0849  0.2133  0.0339
Si  0.0413  0.1618  -0.1678
Si  0.104  -0.2067  -0.1071
Si  0.0953  -0.0839  -0.1979
Si  0.0355  -0.2237  -0.1578
Si  -0.0027  0.2163  -0.1221
Si  0.0022  0.2451  -0.091
Si  -0.096  0.1162  -0.2637
Si  0.0337  -0.1372  0.0072
Si  0.0725  -0.1713  -0.1196
Si  0.0879  -0.1683  -0.121
Si  0.0829  -0.2525  0.0093
Si  -0.162  -0.2235  0.2651
Si  -0.2848  -0.0692  0.2145
Si  -0.128  0.1914  0.1104
Si  0.2922  0.2668  0.0952
Si  0.1649  0.0347  0.2614
Si  -0.0438  -0.3756  0.1482
Si  0.0158  -0.1771  0.1915
Si  -0.392  -0.1667  0.192
Si  0.1026  0.3312  0.2806
Si  0.1318  0.3344  0.1626
Si  0.214  0.0669  0.6849
O  -0.0472  0.0006  0.1785
O  0.0008  0.0127  -0.0034
O  0.0469  0.1185  0.0562
O  0.0187  0.0273  0.0551
O  -0.0254  0.1326  -0.3369
O  0.1169  -0.0219  -0.2105
O  0.0304  -0.1478  -0.2544
O  -0.0302  -0.0242  -0.2551
O  -0.0306  -0.3053  -0.3394
O  -0.0867  -0.0458  0.0114
O  -0.221  -0.1273  -0.348
O  0.053  -0.0169  -0.0502
O  -0.0018  -0.034  0.058
O  -0.0548  0.1626  0.3898
O  -0.0804  0.0245  0.1078
O  0.2411  0.1284  0.2816
O  0.0633  -0.3074  0.3256
O  -0.2376  0.1622  0.3285
O  0.1246  0.0851  0.2329
O  0.123  0.0503  0.2899
O  -0.2013  -0.1229  0.3439
O  -0.1595  -0.1588  0.3869
O  0.1213  -0.0333  0.1811
O  -0.031  0.2695  0.3529
Si  0.0156  0.0188  0.0791
Si  -0.1169  0.07  -0.108
Si  0.1121  0.1292  -0.0383
Si  -0.005  -0.0131  -0.0573
Si  -0.047  -0.0429  0.0238
Si  -0.0413  -0.0375  -0.1423
Si  -0.0892  0.069  -0.1242
Si  0.112  -0.1102  -0.4465
Si  0.1347  -0.0962  0.5077
Si  -0.0724  -0.0595  -0.0131
Si  -0.035  -0.0376  -0.4638
Si  0.0263  -0.0691  0.1439
Si  -0.2192  0.0256  0.3298
Si  0.0922  -0.1193  0.2542
Si  0.0232  0.1366  -0.084
Si  0.0585  -0.0782  -0.1504
Si  -0.1221  0.0821  0.3445
Si  -0.094  -0.0594  0.0152
Si  -0.0691  -0.0397  0.3661
Si  0.1828  -0.2955  -0.3965
Si  -0.0506  -0.0142  -0.0318
Si  0.0565  0.0731  -0.1389
Si  0.0063  0.0626  0.0646
Si  0.0325  -0.0408  0.3429
Si  -0.0528  0.0298  -0.4708
Si  -0.0404  0.1527  -0.1766
Si  -0.2114  0.3261  -0.2653
Si  0.0762  0.1051  0.6474
Si  0.0039  0.0486  -0.0544
Si  0.1496  -0.0142  0.3859
Si  -0.1712  0.2353  0.358
Si  -0.0438  0.0005  -0.33
Si  -0.0185  -0.3949  -0.2881
Si  -0.0887  0.0118  -0.0574
Si  -0.0222  -0.0677  -0.0553
Si  0.1287  0.1429  -0.4252
Si  -0.0806  -0.03  -0.1788
Si  -0.0092  0.0128  0.4086
O  0.0339  0.1088  -0.1256
O  -0.0401  -0.0296  -0.2694
O  -0.0139  -0.0054  -0.2512
O  0.0179  0.0753  -0.0787
O  -0.039  -0.0378  -0.0976
O  0.0455  0.0731  0.1002
O  0.013  -0.0049  0.0286
O  0.01  -0.033  -0.0033
O  0.0526  -0.07  0.0743
O  0.0212  0.0492  -0.1123
O  0.0014  0.0326  -0.047
O  -0.073  -0.034  -0.0499
O  0.0116  -0.0128  0.0761
O  -0.0263  0.0384  0.0659
O  -0.1283  0.0724  0.0679
O  -0.078  0.025  -0.1585
O  -0.1337  0.035  -0.1378
O  0.0894  -0.1118  0.1967
O  0.0249  0.0229  -0.23
O  0.0901  -0.2128  0.3326
O  0.0658  0.0037  -0.2459
O  -0.1049  -0.1682  0.2975
O  -0.0615  0.1136  0.0214
O  0.0025  -0.0043  -0.146
O  -0.032  -0.0684  0.0879
O  0.044  0.0267  -0.0265
O  -0.0042  -0.0103  0.0227
O  -0.0085  -0.0059  0.0087
O  0.0434  -0.0068  0.0284
O  -0.1181  0.1045  -0.3038
O  0.0181  0.0095  0.0866
O  0.019  -0.0365  0.1089
O  -0.0192  -0.0416  0.031
O  -0.0428  -0.0253  -0.1356
O  0.0917  -0.1444  -0.4122
O  0.2114  0.0046  -0.3089
O  0.0187  0.0283  -0.0192
O  0.0105  -0.068  0.0236
O  0.0126  -0.0493  0.1569
O  0.0932  0.0538  -0.0985
O  0.1979  -0.0698  0.3046
O  0.0056  0.0133  -0.0154
O  0.0319  0.0598  -0.4784
O  0.2982  0.1765  -0.3133
O  0.1913  0.012  -0.1623
O  -0.0309  0.0265  0.19
O  0.0673  0.0006  0.0766
O  -0.0616  -0.0674  -0.1869
O  0.0583  0.0376  0.0228
O  0.1051  -0.0215  -0.0622
O  -0.0189  -0.0361  0.0816
O  -0.0163  -0.0049  0.0311
O  -0.143  -0.122  -0.0407
O  -0.199  -0.1533  -0.7713
O  0.0138  -0.0369  0.0165
O  -0.0216  0.0168  -0.0178
O  -0.1486  0.1305  0.5128
O  -0.0172  -0.0279  0.008
O  0.0144  0.0053  -0.0309
O  0.0133  0.0658  0.0261
O  -0.0059  0.0926  0.1811
O  0.0488  -0.051  0.0648
O  0.1674  0.0631  0.07
O  0.0329  -0.0471  -0.0886

The program warned: the cutoff lies below the one the program advises for these potential files; the exchange-correlation potential is rough where the density is thin.
